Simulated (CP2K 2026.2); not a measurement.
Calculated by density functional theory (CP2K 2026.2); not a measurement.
Periodic cell of 516 atoms, Si360O156, from a study of silicon, its oxide and their interface. The atomic structure is a simulated model.
Doubt: the forces sum to 2.17 eV/angstrom along one axis rather than to zero, so they err by at least 0.0042 eV/angstrom per atom on average; the grid cutoff is modest.

Settings: functional PBE; method Gaussian and plane waves; basis set DZVP-MOLOPT-SR-GTH; pseudopotentials GTH-PBE; grid cutoff 300 Ry, relative cutoff 40 Ry; k points Gamma only; occupations fixed; spin none; net charge 0.

Cell vectors (angstrom)
a	16.32	0	0
b	0	16.32	0
c	-0.0435	7.7102	34.8988

Atoms and the computed forces on them: element, x, y, z (angstrom), force x, y, z (eV/angstrom)
Si	0.471	7.332	-2.232	0.097	-0.063	0.193
Si	1.019	-0.051	-3.445	-0.064	0.022	-0.051
Si	-1.775	4.677	0.085	-0.04	-0.01	-0.099
Si	1.896	6.217	0.265	0.085	-0.219	0.577
Si	3.13	-5.953	-1.862	0.03	-0.022	0.091
Si	0.254	-6.266	-0.783	-0.249	-0.095	0.556
Si	3.96	-2.901	-1.442	-0.049	0.008	0.08
Si	7.027	0.819	0.246	0.007	-0.078	-0.003
Si	-7.64	1.733	-3.606	-0.054	-0.15	0.042
Si	6.333	7.216	0.215	0.01	0.018	-0.06
Si	4.644	8.953	0.241	0.109	-0.139	0.58
Si	-7.815	-3.306	-4.506	0.002	0.023	0.069
Si	-7.486	-0.777	0.24	-0.131	0.182	0.664
Si	-4.657	1.927	0.084	-0.07	0.189	0.545
Si	-6.293	3.755	0.153	-0.014	-0.052	-0.047
Si	-3.23	6.601	0.265	0.066	-0.227	0.501
Si	-6.386	-6.686	-0.082	-0.158	0.103	0.778
Si	-3.161	0.204	-1.736	-0.047	0.14	0.012
Si	0.592	0.679	1.251	-0.016	0.056	-0.021
Si	2.391	2.485	1.543	-0.011	-0.003	-0.083
Si	0.011	5.427	1.457	0.052	0.008	-0.075
Si	2.829	8.023	1.452	0.01	-0.003	-0.069
Si	-0.577	-6.24	1.404	-0.048	-0.076	0.057
Si	3.37	-2.025	1.305	0.151	0.142	0.557
Si	5.208	-0.254	1.539	0.002	-0.004	-0.059
Si	-8.14	2.66	1.353	-0.007	0.023	0.014
Si	4.086	6.771	2.955	0.034	-0.019	-0.015
Si	-8.074	8.314	1.234	0.035	0.016	0.079
Si	5.466	-5.462	1.392	0.037	-0.009	-0.061
Si	-8.289	-2.687	1.363	-0.006	0.034	-0.118
Si	-5.581	0.107	1.346	-0.001	0.012	-0.051
Si	-2.789	2.865	1.261	-0.033	-0.034	-0.098
Si	-5.209	5.547	1.332	-0.005	0.011	-0.015
Si	-2.346	8.342	1.669	0.038	0.144	-0.097
Si	-5.134	-5.216	1.436	0.032	0.054	-0.042
Si	-3.369	-3.379	1.413	-0.056	-0.062	0.023
Si	-1.311	1.464	2.532	0.032	-0.039	-0.029
Si	1.241	4.015	2.889	0.034	-0.021	-0.007
Si	-1.208	6.786	2.956	0.001	-0.014	0.04
Si	1.321	9.385	2.689	-0.034	0.017	-0.056
Si	-1.463	-4.277	2.551	0.017	-0.008	-0.08
Si	1.481	-1.178	2.518	0.002	0.011	-0.089
Si	4.046	1.355	2.786	-0.039	-0.054	0.033
Si	6.806	4.076	2.652	0.032	0.02	0.009
Si	5.297	5.441	1.487	0.019	-0.055	0.105
Si	6.908	-6.737	2.74	0.023	-0.03	-0.053
Si	4.075	-3.986	2.615	-0.004	0.077	-0.033
Si	-9.591	-1.43	2.88	-0.019	0.044	-0.022
Si	-6.834	1.389	2.848	-0.05	0.039	-0.038
Si	-4.035	4.136	2.801	-0.013	0.003	0.004
Si	-6.761	6.842	2.576	-0.005	0.001	0.036
Si	-4.024	-6.791	2.818	0.016	0.051	0.032
Si	-6.806	-4.042	2.666	-0.009	-0.069	0.031
Si	-4.195	-1.425	2.584	0.018	-0.012	-0.027
Si	-2.692	-0.031	3.838	0.03	0.009	0.013
Si	-0.133	2.695	4.186	-0.01	-0.025	0.026
Si	-2.682	5.441	4.184	0.014	-0.025	0.027
Si	0.133	8.123	4.27	0	0.032	0.021
Si	-2.686	-5.453	4.181	0.001	-0.024	-0.003
Si	0.004	-2.719	3.748	0.003	-0.001	-0.005
Si	2.702	0.005	4.149	0.039	-0.007	0.039
Si	5.456	2.735	4.059	-0.018	0.017	0.028
Si	2.678	5.386	4.194	0.007	0.02	0.007
Si	5.511	-8.106	4.108	0.007	-0.01	-0.005
Si	2.656	-5.39	3.926	0.012	0.001	0.001
Si	5.407	-2.81	4.183	-0.031	-0.014	0.012
Si	-8.196	-0.012	4.144	0.022	0.009	0.009
Si	-5.422	2.757	4.117	-0.019	0.002	0.004
Si	-8.127	5.466	3.977	-0.022	0.025	0.007
Si	-5.455	8.15	4.052	0.016	-0.01	0.026
Si	-8.103	-5.398	4.107	0.024	0.019	0.016
Si	-5.506	-2.672	4.078	-0.004	0.006	0.027
Si	-1.341	-1.389	5.239	-0.017	0.023	-0.022
Si	1.311	1.347	5.476	-0.004	0.006	-0.034
Si	-1.398	4.069	5.565	-0.007	0.017	0.031
Si	1.415	6.751	5.606	0.003	-0.031	0.021
Si	-1.319	9.507	5.506	0.004	-0.028	0.01
Si	1.306	-4.036	5.289	0.007	-0.009	0.012
Si	4.054	-1.384	5.476	0.009	0.008	0.003
Si	6.766	1.364	5.456	-0.019	0.012	0.031
Si	4.092	4.041	5.472	0.027	-0.003	0.023
Si	-9.469	6.806	5.42	0.04	-0.044	-0.006
Si	4.065	-6.732	5.363	-0.01	-0.007	-0.033
Si	-9.502	-4.114	5.5	0.003	-0.003	0.007
Si	-6.827	-1.36	5.486	-0.031	0.026	0.029
Si	-4.031	1.313	5.343	0.009	0.008	-0.012
Si	-6.808	4.117	5.425	-0.012	0.041	0.005
Si	-4.09	6.821	5.452	0.003	-0.006	0.002
Si	-6.767	-6.792	5.441	-0.012	-0.012	0.018
Si	-4.097	-4.048	5.424	-0.016	0.017	-0.033
Si	-0.043	-0.061	6.751	-0.005	-0.019	-0.012
Si	2.707	2.695	6.821	0.012	0.008	0.019
Si	-0.003	5.413	6.893	0.002	0	0.021
Si	2.788	-8.122	6.816	-0.003	-0.008	-0.026
Si	0.026	-5.389	6.772	0.004	0.017	0.009
Si	2.663	-2.747	6.762	0.005	0.002	0.005
Si	5.418	-0.007	6.814	0.011	0.007	0.018
Si	-8.169	2.738	6.783	0.003	-0.003	-0.009
Si	-10.853	5.443	6.785	-0.022	0.019	-0.002
Si	-8.135	-8.158	6.801	-0.003	0.02	0.006
Si	-10.897	-5.459	6.81	0.002	0.009	-0.014
Si	8.152	-2.724	6.839	-0.005	0.003	0.015
Si	-5.412	0.006	6.764	0.013	-0.004	-0.012
Si	-2.76	2.659	6.823	0.005	0.009	-0.012
Si	-5.45	5.454	6.806	0.005	-0.016	-0.002
Si	-2.72	8.16	6.824	-0.003	-0.013	0.013
Si	-5.423	-5.425	6.802	-0.011	-0.027	0.006
Si	-2.698	-2.686	6.719	0.023	0.022	-0.011
Si	-1.385	1.353	13.579	-0.019	-0.002	-0.003
Si	1.355	4.089	13.577	0.022	-0.012	0.006
Si	-1.347	6.81	13.567	-0.004	0.007	0
Si	1.376	-6.772	13.611	-0.017	0.027	0.006
Si	-1.346	-4.091	13.603	0.015	0.002	-0.004
Si	1.361	-1.381	13.585	0.004	-0.012	-0.011
Si	4.081	1.341	13.564	0.016	0.017	-0.007
Si	-9.505	4.072	13.606	-0.009	-0.012	-0.002
Si	4.087	-9.495	13.593	0.007	-0.014	-0.007
Si	-9.527	-6.776	13.629	0	0.005	-0.003
Si	4.103	-4.086	13.64	0.001	-0.011	0.001
Si	6.786	-1.378	13.617	0.001	0.012	0.003
Si	-6.837	1.351	13.609	-0.009	0.017	-0.005
Si	-4.09	4.063	13.599	0.011	-0.023	-0.001
Si	-6.782	6.802	13.584	0.001	0.004	-0.001
Si	-4.075	9.515	13.571	-0.012	-0.001	-0.005
Si	-6.809	-4.084	13.596	0.007	-0.013	0.005
Si	-4.088	-1.371	13.588	0.005	0.009	-0.003
Si	-2.718	-0.029	14.947	0.03	0.005	-0.007
Si	-0.031	2.729	14.916	0.001	-0.008	-0.002
Si	-2.719	5.454	14.918	0.012	0.011	-0.011
Si	0.012	8.171	14.939	0.027	-0.027	-0.001
Si	-2.71	-5.467	14.937	0.007	0.008	-0.009
Si	0.011	-2.725	14.963	-0.026	0	-0.006
Si	2.726	-0.022	14.921	0	-0.019	-0.016
Si	5.436	2.692	14.925	0.008	0.013	-0.004
Si	2.721	5.464	14.929	-0.019	0.025	-0.005
Si	5.414	-8.124	14.983	-0.031	0.008	-0.002
Si	2.741	-5.433	15.009	0.004	-0.027	0
Si	5.459	-2.738	15.03	0.002	-0.026	0.014
Si	-8.201	-0.003	14.985	-0.015	0.013	0
Si	-5.476	2.711	14.961	0.006	0.018	0.011
Si	-8.114	5.432	14.942	-0.002	-0.007	-0.013
Si	-5.433	8.167	14.942	0.003	-0.003	-0.026
Si	-8.169	-5.413	14.997	-0.013	0	0.003
Si	-5.432	-2.741	14.947	0.009	0.007	-0.017
Si	-1.36	-1.386	16.329	0.002	-0.018	-0.048
Si	1.288	1.288	16.222	-0.004	-0.005	0.007
Si	-1.316	4.163	16.28	-0.028	-0.04	0.044
Si	1.431	6.883	16.308	0.035	0.015	-0.032
Si	-1.393	-6.858	16.305	-0.003	0.011	0.046
Si	1.382	-4.046	16.34	0.014	0.029	0.01
Si	4.076	-1.341	16.334	0.004	0.038	-0.008
Si	-9.561	1.374	16.36	-0.018	-0.001	-0.011
Si	4.05	4.046	16.234	0.028	-0.017	0.016
Si	-9.486	6.816	16.229	0.026	0.024	-0.004
Si	4.058	-6.798	16.43	0.01	0.014	-0.003
Si	-9.52	-4.108	16.451	-0.008	0.013	-0.021
Si	-6.832	-1.41	16.283	0.007	-0.01	-0.001
Si	-4.103	1.323	16.266	-0.021	-0.014	-0.007
Si	-6.788	4.091	16.37	0.002	-0.009	0.002
Si	-4.112	6.766	16.288	-0.026	-0.011	-0.007
Si	-6.754	9.56	16.301	0.01	0.01	-0.005
Si	-4.015	-4.069	16.293	0.009	-0.016	0.014
Si	-0.008	-0.044	17.688	-0.008	-0.03	-0.019
Si	2.6	2.68	17.508	0.005	0.018	-0.044
Si	0.079	5.568	17.643	-0.011	-0.017	0.003
Si	2.718	8.165	17.851	-0.041	-0.027	0.009
Si	0.011	-5.482	17.585	0.007	-0.022	0.002
Si	2.71	-2.638	17.735	-0.019	-0.023	0.002
Si	5.377	0.029	17.74	-0.006	-0.005	-0.017
Si	-8.172	2.728	17.704	-0.01	0.024	-0.047
Si	5.479	5.409	17.499	0.015	0.029	0.008
Si	-8.14	8.184	17.591	-0.041	0.006	-0.004
Si	5.392	-5.456	17.839	0.037	0.014	-0.012
Si	-8.117	-2.718	17.766	0.006	0.011	0.005
Si	-5.434	-0.112	17.61	0.044	0.028	-0.019
Si	-2.745	2.772	17.511	0.013	-0.006	-0.033
Si	-5.418	5.458	17.755	0.004	-0.018	-0.01
Si	-2.766	-8.255	17.666	0.015	0.01	-0.002
Si	-5.353	-5.405	17.65	-0.039	-0.036	-0.032
Si	-2.645	-2.778	17.721	0.026	0.005	-0.053
Si	-1.378	1.457	18.845	-0.047	0.001	-0.001
Si	1.378	4.086	18.92	-0.007	-0.032	-0.016
Si	-1.331	6.821	19.077	0.015	-0.039	0.057
Si	1.24	-6.737	19.135	-0.016	-0.03	0.02
Si	-1.269	-4.2	19.053	-0.046	0.059	0.011
Si	1.297	-1.355	19.191	-0.009	0.005	-0.05
Si	3.832	1.381	18.976	0.003	-0.029	0.021
Si	-9.587	4.112	19.005	0.031	0.014	0.012
Si	4.212	6.679	18.984	0.007	0.037	0.01
Si	-9.495	9.421	19.073	0.004	0.038	0.03
Si	4.003	-4.011	19.148	0.032	-0.039	0.012
Si	6.799	-1.319	19.07	0.045	0.059	0.04
Si	-6.75	1.303	18.915	-0.031	0.002	0.047
Si	-3.959	4.09	19.041	0.007	0.013	0.082
Si	-6.843	6.856	19.034	0.001	-0.008	0.054
Si	-4.045	-6.816	19.012	-0.03	-0.008	0.019
Si	-6.652	-4.072	19.085	-0.055	-0.014	0.03
Si	-4.068	-1.456	19.023	0.04	0.02	0.02
Si	-2.93	0.266	20.116	0.128	-0.064	-0.695
Si	-0.373	3.125	20.159	-0.016	0.011	0.046
Si	-2.093	4.929	20.298	0.135	-0.231	-0.608
Si	-0.571	8.634	20.444	0.027	0.015	0.002
Si	-2.34	-5.87	20.345	0.054	-0.002	0.023
Si	0.444	-3.245	20.407	0.139	-0.187	-0.513
Si	0.727	1.87	21.846	0.316	0.339	-0.237
Si	4.902	3.118	20.123	-0.009	0.03	0.066
Si	3.225	4.881	20.157	0.042	-0.045	0.002
Si	5.987	7.561	20.302	0.025	-0.045	-0.015
Si	2.211	-4.955	20.392	-0.016	0.012	0.019
Si	5.347	-2.547	20.434	-0.041	-0.045	0.058
Si	-8.149	0.116	20.358	-0.038	-0.093	-0.735
Si	-5.161	2.439	20.18	-0.035	0.146	-0.708
Si	-8.596	5.87	20.271	-0.282	0.154	-0.544
Si	-5.7	-7.845	20.341	0.079	-0.147	-0.742
Si	-7.897	-5.657	20.28	-0.11	0.052	-0.747
Si	-5.094	-2.975	20.542	0.041	-0.012	0.078
Si	-1.092	-2.814	23.154	0.009	-0.013	-0.153
Si	-0.796	4.642	25.321	0.159	0.039	-0.103
Si	-3.114	5.25	23.249	-0.015	0.029	-0.166
Si	2.747	5.723	22.243	0.058	-0.181	-0.664
Si	-3.527	-4.4	21.83	-0.003	-0.113	-0.725
Si	-1.685	0.078	22.872	-0.054	0.081	-0.114
Si	2.348	0.285	20.564	0.024	0.024	-0.033
Si	-4.678	-0.439	26.827	0.011	0.114	0.037
Si	1.554	3.218	23.627	-0.169	-0.248	-0.536
Si	4.893	7.896	22.328	0.351	-0.085	-0.536
Si	-8.827	-8.081	-3.709	0.019	0.007	0.002
Si	-9.475	4.882	25.431	-0.148	-0.019	-0.057
Si	5.867	1.732	21.72	-0.323	0.321	-0.457
Si	-0.572	-4.652	-6.997	0.053	0.039	0.162
Si	-7.502	5.542	23.277	0.043	-0.049	-0.149
Si	-5.116	7.562	23.247	-0.021	-0.015	-0.126
Si	6.509	-3.866	22.013	-0.194	0.33	-0.462
Si	-3.532	-5.694	-3.635	-0.059	0.038	0.015
Si	-2.95	-0.827	-4.776	-0.083	0.009	0.144
Si	-9.834	6.098	-1.832	0.069	0.32	0.558
Si	-6.615	6.544	-6.801	-0.129	0.043	0.072
Si	-9.487	0.424	-7.115	-0.066	0.079	-0.076
Si	5.374	-7.568	25.116	0.06	0.021	0.074
Si	4.623	-4.897	24.159	-0.018	-0.013	-0.03
Si	2.341	-7.684	-4.306	0.103	-0.146	0.077
Si	-10.022	2.111	24.632	-0.082	0.032	-0.059
Si	-9.607	-0.58	25.546	0.02	-0.141	0.001
Si	1.579	-6.886	-7.229	-0.019	-0.006	-0.042
Si	-10.147	1.355	-1.882	0.437	-0.173	0.556
Si	4.166	4.975	26.646	0.165	0.06	-0.062
Si	-2.733	-6.869	-6.276	0.114	-0.032	-0.037
Si	2.696	-6.143	22.369	-0.031	0.427	-0.57
Si	-2.48	4.081	-4.839	0.088	-0.003	0.065
Si	-1.246	-4.155	-2.56	-0.061	-0.043	0.056
Si	0.512	8.02	22.469	-0.367	0.042	-0.558
Si	-5.548	3.253	23.05	-0.047	0.032	-0.055
Si	3.376	2.197	25.809	0.053	0.035	-0.025
Si	4.346	3.954	-1.695	-0.361	0.02	0.578
Si	4.337	1.111	-5.778	-0.038	-0.058	-0.065
Si	-4.512	0.486	23.853	0.092	-0.002	-0.078
Si	-0.506	-3.643	26.093	-0.043	0.014	-0.025
Si	-6.609	-4.507	26.174	0.023	-0.041	-0.071
Si	-7.979	-2.775	24.223	-0.066	0.018	-0.122
Si	0.166	2.908	-4.119	0.018	-0.022	0.112
Si	3.433	4.34	0.375	-0.066	-0.002	-0.055
Si	-0.461	-0.214	-0.694	0.42	0.359	0.607
Si	-2.545	-2.348	-0.47	-0.187	-0.234	0.548
Si	-2	-6.334	26.193	0.029	-0.037	-0.077
Si	-5.037	-2.97	-4.258	-0.004	-0.021	0.046
Si	-6.092	-1.557	22.135	0.15	-0.328	-0.386
Si	-4.421	-5.94	24.374	0.026	0.038	-0.037
Si	-9.525	7.495	-6.417	-0.016	0.009	0.024
Si	-1.249	4.73	-2.237	-0.102	-0.136	0.677
Si	-3.864	1.816	-6.219	0.015	0.02	0.1
Si	-4.384	-8.083	-1.939	-0.016	-0.025	0.063
Si	3.953	6.446	-5.672	-0.034	0.053	0.014
Si	2.867	7.776	26.546	0.039	0.036	0.096
Si	-6.997	1.965	-6.574	0.072	0.022	0.066
Si	-9.68	-2.473	-6.66	-0.012	-0.065	-0.042
Si	-9.816	-3.892	-0.031	0.123	-0.151	0.898
Si	-2.426	6.542	-6.909	0.058	0.017	0.126
Si	-0.089	7.624	25.474	0.071	0.044	-0.168
Si	-6.094	6.66	-3.833	-0.16	-0.056	-0.031
Si	-0.224	-2.348	-4.815	0.008	-0.083	-0.138
Si	-6.886	-1.125	-2.885	-0.003	0.045	-0.041
Si	4.095	-0.89	21.675	-0.208	-0.081	-0.617
Si	-8.208	-5.45	-2.257	0.037	0.06	0.038
Si	-7.134	4.359	-1.943	0.241	-0.013	0.548
Si	1.885	-1.907	26.75	-0.017	-0.008	0.068
Si	4.043	-1.96	24.585	0.039	-0.088	-0.045
Si	3.991	-0.416	-3.225	0.064	-0.048	-0.067
Si	3.075	3.671	-4.401	-0.058	0.054	-0.02
Si	-1.373	1.309	8.151	0.001	0.006	0.003
Si	1.375	4.056	8.208	-0.001	0.011	0.01
Si	-1.372	6.799	8.193	-0.011	-0.019	0.009
Si	1.385	-6.767	8.138	-0.005	0.005	-0.006
Si	-1.358	-4.047	8.121	-0.007	-0.013	0.016
Si	1.326	-1.385	8.139	-0.004	-0.003	0.012
Si	4.063	1.341	8.18	-0.014	-0.016	0.01
Si	-9.516	4.083	8.166	-0.002	-0.011	-0.002
Si	4.126	6.814	8.165	0.027	0.021	0.011
Si	-9.524	-6.817	8.16	-0.017	-0.018	0.002
Si	4.054	-4.083	8.137	0.011	0.008	-0.002
Si	6.789	-1.357	8.172	-0.004	0.007	0.009
Si	-6.789	1.368	8.123	-0.005	0.017	-0.008
Si	-4.108	4.058	8.156	-0.016	-0.011	-0.004
Si	-6.794	6.807	8.177	0.026	0.015	0
Si	-4.073	-6.787	8.169	0.014	0.014	0.019
Si	-6.796	-4.086	8.172	-0.007	-0.005	0.003
Si	-4.059	-1.356	8.126	0.007	0.004	0.001
Si	-2.73	-0.02	9.529	-0.013	0.01	0.016
Si	-0.01	2.679	9.518	0.021	-0.014	-0.001
Si	-2.734	5.417	9.515	0.01	0.002	-0.004
Si	0.014	-8.136	9.499	-0.022	0.008	-0.004
Si	-2.705	-5.416	9.5	-0.007	-0.005	0.006
Si	-0.01	-2.724	9.524	0.011	0.018	0.001
Si	2.695	-0.029	9.512	0.006	0.009	0.008
Si	-10.885	2.716	9.519	-0.005	0.007	-0.008
Si	2.743	5.454	9.521	-0.007	-0.001	-0.006
Si	-10.858	-8.163	9.549	0.02	-0.026	0.007
Si	2.729	-5.436	9.526	0.017	-0.011	-0.002
Si	5.421	-2.728	9.506	-0.012	0.023	0.006
Si	-8.149	0.006	9.5	0.003	-0.01	-0.011
Si	-5.463	2.714	9.522	-0.009	0.015	-0.006
Si	-8.158	5.443	9.53	0	0.014	0.005
Si	-5.436	-8.151	9.527	-0.017	-0.011	0.011
Si	-8.168	-5.444	9.518	0.003	0	0
Si	-5.423	-2.715	9.503	0.012	-0.015	0.008
Si	-1.367	-1.371	10.889	-0.001	-0.002	0.011
Si	1.355	1.34	10.882	-0.017	-0.004	-0.002
Si	-1.372	4.056	10.867	-0.007	-0.003	-0.008
Si	1.366	-9.504	10.866	0.019	0.012	0
Si	-1.343	-6.779	10.861	0.005	0.013	-0.002
Si	1.367	-4.08	10.876	-0.003	-0.012	0.002
Si	4.065	-1.382	10.874	0.005	-0.013	0
Si	-9.52	1.348	10.868	0.019	0.007	-0.004
Si	-12.227	4.089	10.886	0.011	0.009	0.009
Si	-9.506	-9.521	10.903	-0.009	0.009	0.01
Si	-12.23	-6.791	10.888	-0.005	-0.003	-0.002
Si	6.793	-4.075	10.875	-0.013	-0.011	-0.02
Si	-6.796	-1.359	10.867	-0.002	0.022	-0.006
Si	-4.103	1.347	10.871	-0.004	0.018	-0.004
Si	-6.806	4.076	10.887	0.002	-0.017	-0.001
Si	-4.075	6.794	10.872	0.007	-0.023	0.004
Si	-6.812	-6.802	10.883	-0.004	-0.003	0.001
Si	-4.078	-4.08	10.873	0.005	0.009	-0.001
Si	-0.004	-0.01	12.243	0.017	0.013	0.007
Si	2.719	2.721	12.225	0.008	0.006	-0.006
Si	-0.004	5.436	12.205	-0.018	-0.017	-0.008
Si	2.719	-8.144	12.24	0.004	-0.005	0.011
Si	0.014	-5.432	12.236	0.013	0.001	0.002
Si	2.731	-2.744	12.253	-0.005	0.006	0.002
Si	5.439	-0.028	12.222	-0.023	-0.009	-0.013
Si	-8.173	2.71	12.232	-0.013	0.006	0.001
Si	-10.867	5.444	12.257	0.017	0.011	0
Si	-8.165	-8.149	12.265	0	-0.024	0.006
Si	-10.872	-5.429	12.251	0.014	0.012	0.004
Si	8.159	-2.714	12.235	0.008	0.005	-0.01
Si	-5.458	-0.001	12.248	0.012	-0.006	-0.002
Si	-2.745	2.705	12.224	-0.012	-0.019	-0.004
Si	-5.431	5.436	12.232	-0.002	0.023	0.009
Si	-2.705	8.169	12.208	0.015	0.01	-0.008
Si	-5.449	-5.442	12.23	-0.013	-0.01	-0.005
Si	-2.72	-2.736	12.247	-0.009	0.002	0.008
O	4.421	-0.162	-4.765	0.448	-0.329	-0.064
O	-9.171	0.754	24.755	0.18	-0.036	-0.215
O	1.878	-6.137	-0.84	0.325	-0.195	0.404
O	5.013	0.279	-2.2	-0.189	-0.257	0.226
O	2.955	-2.35	-0.275	-0.383	0.237	-0.208
O	-10.832	2.808	-1.72	0.252	0.147	0.216
O	-4.02	1.364	20.677	0.096	0.254	0.115
O	-3.607	-6.634	-4.936	-0.624	-0.049	0.027
O	-2.342	5.429	21.839	0.078	0.383	0.21
O	-5.052	-7.413	24.131	-0.196	-0.059	0.252
O	0.007	-2.947	21.971	0.008	0.109	0.135
O	-6.203	5.437	-7.899	0.308	0.003	-0.15
O	-5.43	1.613	-6.539	0.032	-0.088	0.041
O	2.697	-1.625	25.388	-0.361	0.049	0.017
O	-10.228	2.539	23.095	0.018	0.673	-0.061
O	5.239	5.191	25.432	-0.236	0.05	-0.648
O	-5.938	2.979	21.505	-0.324	0.083	-0.04
O	4.511	-3.477	24.891	0.08	-0.057	0.418
O	-4.985	-0.493	22.655	0.225	0.011	-0.262
O	-6.808	-6.743	20.876	-0.193	0.203	0.164
O	-8.616	-4.84	21.498	-0.139	-0.297	0.277
O	-3.034	-0.211	-3.282	0.016	0.192	-0.066
O	3.134	-5.364	23.727	-0.226	0.096	0.506
O	1.605	6.657	-1.294	0.486	0.111	-0.344
O	0.296	1.298	-3.983	-0.543	-0.206	-0.464
O	-2.504	-3.394	22.608	0.074	0.168	0.199
O	-7.223	-1.082	-1.336	-0.151	-0.249	-0.024
O	-8.056	-1.934	-3.669	-0.568	0.282	0.05
O	-3.814	6.826	-7.686	-0.13	-0.503	-0.371
O	3.259	3.674	26.437	-0.786	0.037	0.116
O	-7.148	2.882	-2.601	0.015	-0.385	0.027
O	-4.247	1.367	-1.439	-0.243	0.209	-0.511
O	-0.162	-7.673	-1.508	-0.754	-0.089	0.317
O	-2.37	-3.343	-1.736	-0.31	-0.248	-0.39
O	-9.748	7.072	-3.114	-0.442	-0.051	-0.363
O	-0.056	-3.483	-5.971	0.045	-0.086	0.11
O	-2.507	4.523	-3.27	-0.813	0.259	0.189
O	-8.06	5.462	21.767	-0.16	-0.34	0.192
O	-1.233	3.777	26.604	-0.284	0.148	0.125
O	5.416	-2.865	-0.713	0.28	0.38	-0.147
O	1.025	8.022	-7.82	-0.757	-0.023	-0.083
O	-6.74	0.378	-3.484	0.479	0.068	-0.204
O	2.944	1.115	26.92	0.516	-0.127	-0.111
O	-9.693	-0.924	-6.252	-0.075	0.166	0.901
O	-9.683	-7.984	-7.776	-0.192	0.549	-0.059
O	5.424	-4.811	22.755	-0.15	-0.371	-0.224
O	1.457	6.72	22.178	-0.323	-0.214	-0.421
O	-5.528	-7.894	-0.787	-0.08	-0.32	0.125
O	-4.964	7.871	21.663	0.55	-0.126	0.124
O	5.266	-1.027	25.019	-0.152	0.347	0.127
O	-1.09	-1.639	-0.167	0.332	-0.491	0.206
O	-2.589	5.392	-5.781	-0.268	0.1	0.123
O	3.886	2.421	-4.987	0.314	0.051	-0.12
O	-3.878	6.611	23.657	0.314	0.124	0.308
O	-1.727	0.726	-1.155	0.016	0.708	0.111
O	-0.266	7.73	23.859	-0.645	-0.137	-0.01
O	-5.534	-2.01	-3.041	0.363	-0.161	0.282
O	5.115	-2.952	-6.92	-0.343	-0.382	0.653
O	-8.857	5.24	26.872	0.746	-0.039	0.154
O	3.203	3.642	-2.792	-0.809	-0.114	0.152
O	-10.525	-8.044	23.626	0.358	0.206	0.046
O	3.849	-8.028	25.379	-0.25	0.09	-0.292
O	-1.071	3.297	-5.094	0.013	0.027	-0.826
O	-4.831	7.493	-3.292	0.408	0.108	-0.365
O	2.984	6.498	-6.955	0.117	0.066	-0.262
O	1.164	7.767	-3.618	-0.13	-0.158	-0.443
O	-3.673	3.018	-5.139	-0.508	0.199	0.444
O	5.095	0.341	22.091	0.077	-0.067	0.129
O	-1.491	-1.399	-5.12	0.012	0.155	-0.328
O	-9.962	8.09	26.215	0.298	-0.338	-0.158
O	-8.212	6.551	-6.534	-0.218	-0.556	0.267
O	1.365	-6.96	22.781	-0.35	0.42	0.445
O	-0.364	-3.14	-3.42	0.425	0.301	0.042
O	-3.87	-6.597	-2.329	-0.288	0.371	0.34
O	-7.256	3.123	-7.653	-0.244	0.066	0.291
O	3.85	-7.223	21.976	0.282	0.255	-0.583
O	-5.896	6.221	-5.375	0.516	-0.109	-0.254
O	-4.501	-4.402	-3.739	-0.321	-0.051	0.252
O	-1.699	-5.637	-6.385	-0.141	0.059	0.183
O	-2.921	0.78	23.657	0.027	0.441	-0.08
O	3.917	-1.975	-2.77	-0.25	-0.307	-0.713
O	3.717	5.026	-4.964	0.245	-0.07	0.224
O	-3.801	-6.879	-7.499	-0.1	0.479	-0.307
O	0.633	-5.609	-7.489	0.133	0.06	-0.237
O	-0.673	6.234	-2.513	-0.16	0.351	-0.277
O	0.314	3.834	24.471	-0.001	0.153	0.086
O	3.135	6.198	26.762	-0.302	-0.259	0.366
O	-10.826	6.578	-6.139	0.103	-0.336	-0.078
O	-0.267	6.07	25.865	-0.052	-0.003	0.524
O	-0.92	-5.159	26.47	0.254	-0.107	0.22
O	-1.997	7.986	-6.255	0.589	-0.204	0.54
O	2.388	2.153	24.528	0.125	-0.48	-0.047
O	5.365	-5.943	25.149	0.341	0.202	0.276
O	2.508	4.494	23.275	0.289	0.175	0.108
O	-10.517	1.452	-6.399	0.175	0.705	-0.137
O	-8.627	5.001	-1.823	-0.101	-0.059	0.039
O	-4.816	-0.263	25.242	-0.37	-0.12	-0.119
O	-2.01	-5.182	-3.527	0.441	-0.262	-0.445
O	-7.347	-0.753	21.48	-0.29	-0.331	0.325
O	-3.916	-2.106	-5.02	0.39	-0.218	-0.556
O	-6.284	5.358	-2.898	0.596	-0.165	0.07
O	-9.01	1.284	21.112	0.307	0.584	0.213
O	-9.182	-2.909	23.16	-0.221	0.292	0.184
O	-0.4	1.044	22.74	0.103	-0.144	0.172
O	0.97	-1.262	-4.549	0.616	-0.205	-0.399
O	-0.29	-4.981	-1.584	0.508	0.454	0.061
O	-2.079	4.882	24.4	-0.217	-0.155	0.12
O	-9.213	-4.624	-1.338	-0.246	-0.132	-0.167
O	-7.52	2.347	-5.092	-0.162	0.274	-0.094
O	-9.208	3.302	25.31	0.73	-0.016	0.279
O	4.309	-6.907	-1.308	0.328	-0.127	-0.354
O	-7.315	7.703	-3.713	-0.056	0.184	-0.136
O	-2.869	-6.052	24.845	0.448	0.284	-0.321
O	-0.13	3.605	-2.671	0.338	-0.257	0.34
O	3.584	7.666	-4.666	0.327	0.183	0.378
O	-4.447	-5.137	22.963	-0.582	-0.175	0.106
O	3.702	-1.72	23.024	-0.485	-0.278	-0.195
O	-4.152	4.042	23.085	0.229	-0.339	-0.071
O	-5.359	1.864	23.841	-0.42	0.043	0.274
O	-8.935	-6.785	-2.771	-0.609	-0.057	-0.039
O	-5.297	-5.167	25.494	0.31	0.301	0.339
O	4.882	1.889	25.364	-0.067	-0.257	0.257
O	-1.267	-1.28	23.626	-0.049	-0.031	0.668
O	-3.317	7.237	-1.256	0.211	-0.052	-0.455
O	1.773	-7.011	-5.644	-0.231	0.285	0.102
O	-7.912	0.731	-7.053	0.349	-0.549	-0.34
O	3.262	0.813	-6.959	-0.15	0.222	-0.222
O	1.36	8.065	26.054	-0.054	0.235	0.116
O	-6.718	4.176	23.663	-0.262	-0.276	0.344
O	-9.156	1.354	-3.178	-0.137	0.105	-0.27
O	-1.455	-2.586	26.855	-0.107	0.264	-0.033
O	-8.456	-1.681	25.307	0.171	0.321	0.449
O	-0.606	-3.58	24.48	0.466	-0.2	-0.126
O	-6.342	-3.225	-5.198	0.124	-0.338	-0.903
O	-8.764	5.706	24.262	-0.09	0.54	0.05
O	-9.007	-3.437	-5.568	-0.18	-0.34	-0.066
O	-9.32	-7.765	-5.208	-0.413	0.463	-0.188
O	1.509	3.532	-4.765	-0.072	0.234	-0.409
O	-7.674	-4.155	25.005	-0.117	-0.486	0.103
O	-3.301	0.386	-5.756	0.158	-0.193	-0.333
O	-7.773	-4.584	-3.53	-0.095	-0.27	-0.336
O	-2.147	-0.375	21.391	0.289	-0.345	0.036
O	3.572	-4.403	-1.885	-0.172	0.027	-0.074
O	2.547	0.291	-3.083	-0.021	0.725	0.394
O	2.773	-6.463	-3.343	0.107	0.457	-0.352
O	-6.091	7.979	-7.373	-0.126	0.524	0.261
O	0.353	-0.53	-2.054	0.388	-0.617	0.013
O	-3.555	-1.134	-0.895	-0.508	0.013	-0.069
O	-6.932	-5.802	-1.336	0.343	0.249	-0.143
O	4.045	6.562	22.735	0.289	-0.29	0.064
O	0.992	-3.242	26.566	0.192	-0.377	0.113
O	-1.22	-7.745	26.12	-0.072	-0.063	0.606
O	-6.635	-2.337	23.452	0.089	-0.35	0.249
O	-6.526	6.812	23.482	-0.351	0.26	0.022
O	-3.042	2.245	-7.525	-0.345	0.058	-0.193
O	5.082	5.34	-2.093	-0.243	0.331	-0.261

Results
total energy: -106917.483 eV
total energy less fixed offsets of O -438.25, Si -107.07 eV per atom: -5.283 eV
